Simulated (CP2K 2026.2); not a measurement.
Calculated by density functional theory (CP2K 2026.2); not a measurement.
Periodic cell of 1131 atoms, Si864O267, from a study of silicon, its oxide and their interface. The atomic structure is a simulated model.
Doubt: the forces sum to 1.72 eV/angstrom along one axis rather than to zero, so they err by at least 0.0015 eV/angstrom per atom on average; the grid cutoff is modest.

Settings
functional: PBE
method: Gaussian and plane waves
basis set: DZVP-MOLOPT-SR-GTH
pseudopotentials: GTH-PBE
grid cutoff: 350 Ry, relative cutoff 50 Ry
k points: Gamma only
occupations: fixed
spin: none
net charge: 0

Cell vectors (angstrom)
a 32.64 0 0
b 0 16.32 0
c -3.0376 -4.0175 38.7718

Atoms: element, x, y, z (angstrom)
Si 31.3652 14.8174 1.5114
Si 1.6229 0.8852 1.3641
Si 30.8226 4.8609 0.9723
Si 1.8501 6.372 1.53
Si 30.5828 10.1865 1.3887
Si 0.8605 12.5662 1.2852
Si 3.4387 15.5568 1.3601
Si 7.4041 0.6852 1.3147
Si 3.6131 4.6136 1.3454
Si 6.529 7.3072 1.4438
Si 4.1747 9.358 1.5285
Si 6.5619 12.5488 1.3659
Si 9.1369 15.2027 1.4549
Si 12.1563 1.969 1.0627
Si 9.6387 3.8323 1.3018
Si 12.8434 6.1084 1.1658
Si 9.9036 9.785 1.3596
Si 13.3958 13.4397 0.3795
Si 15.3633 15.7525 0.2102
Si 18.2752 0.9017 1.6182
Si 14.5962 4.4537 1.4719
Si 17.4969 7.2629 1.638
Si 15.7303 9.0099 1.4621
Si 18.2252 11.776 1.6298
Si 19.9802 15.5163 1.6544
Si 22.8819 1.6469 1.6153
Si 20.6886 3.8912 1.6587
Si 22.8079 6.5719 1.3704
Si 19.8179 9.951 1.8484
Si 23.7931 11.987 0.7122
Si 24.71 9.5914 37.8202
Si 27.9953 1.36 1.6811
Si 26.4789 3.3185 1.4704
Si 28.8409 6.3298 1.325
Si 25.8087 9.6744 1.447
Si 28.8761 11.9252 1.4798
Si 0.0239 -0.0447 2.8027
Si 2.6471 2.7532 2.5173
Si -0.0757 5.4718 2.557
Si 2.7212 8.1091 2.8438
Si -0.1941 10.9576 2.6591
Si 2.5518 13.6923 2.5667
Si 5.3934 0.0208 2.541
Si 8.1384 2.5911 2.603
Si 5.3927 5.55 2.645
Si 8.2767 8.4184 2.6159
Si 5.3766 10.9937 2.6801
Si 8.1263 13.5804 2.774
Si 10.8427 -0.1463 2.6801
Si 13.5616 2.8162 2.7647
Si 10.9534 5.4138 2.5199
Si 13.7649 8.0141 2.459
Si 11.2658 11.1739 2.7924
Si 13.0813 12.9896 2.6834
Si 16.499 -0.0324 2.8335
Si 19.0939 2.702 2.8336
Si 16.3544 5.4727 2.6676
Si 18.9659 8.2328 3.1335
Si 16.447 10.793 2.838
Si 19.093 13.637 2.8081
Si 21.7546 0.0567 2.8945
Si 24.6 2.6691 2.827
Si 21.8413 5.3359 3.0563
Si 24.3935 8.0704 2.5066
Si 21.7139 10.8997 2.7477
Si 24.8507 13.9458 2.9191
Si 26.9709 -0.1477 3.1068
Si 29.7148 2.5419 2.753
Si 27.3124 5.1902 2.7088
Si 29.8003 8.2004 2.526
Si 27.2043 10.9361 2.8267
Si 29.8779 13.5753 2.821
Si 31.2621 1.3426 4.0522
Si 1.2243 4.0208 3.947
Si 31.2681 6.9012 3.9348
Si 1.2512 9.5574 3.9771
Si 31.2406 12.2527 4.1964
Si 1.3379 14.93 4.1561
Si 4.1151 1.4758 3.929
Si 6.7684 4.0622 3.8977
Si 4.1087 6.803 4.1772
Si 6.8228 9.6494 4.0222
Si 3.9583 12.3396 3.9655
Si 6.679 14.9614 4.0347
Si 9.5764 1.3674 4.035
Si 12.1703 4.117 4.1069
Si 9.5723 6.8488 3.8608
Si 12.3791 9.4294 3.9311
Si 9.568 12.2324 4.0791
Si 12.1956 14.7891 4.0036
Si 14.962 1.3461 4.0014
Si 17.6584 4.0758 4.0612
Si 14.9922 6.794 4.0794
Si 17.6706 9.6061 4.4377
Si 14.8985 12.1381 3.9932
Si 17.6849 14.8664 4.2433
Si 20.4362 1.4081 4.2748
Si 23.2795 4.0175 4.2769
Si 20.4263 6.7826 4.2399
Si 23.1493 9.4903 4.0023
Si 20.531 12.3612 4.1747
Si 23.1611 15.0115 4.1818
Si 25.7636 1.3526 4.3755
Si 28.6133 4.0156 4.2242
Si 25.827 6.6972 3.9061
Si 28.5215 9.4651 4.0862
Si 25.9179 12.302 4.2113
Si 28.5666 14.9146 4.2274
Si 29.9451 0.0027 5.4831
Si -0.0404 2.7136 5.418
Si 29.9736 5.5028 5.4061
Si -0.0439 8.1926 5.3884
Si 29.8859 10.8296 5.4775
Si -0.0087 13.5937 5.5268
Si 2.7609 0.0606 5.3496
Si 5.4313 2.7782 5.3607
Si 2.645 5.3869 5.3543
Si 5.4956 8.2237 5.4059
Si 2.6541 10.916 5.3306
Si 5.3497 13.6156 5.4022
Si 8.1344 0.002 5.3506
Si 10.8539 2.7275 5.4459
Si 8.1857 5.4502 5.2316
Si 10.921 8.1478 5.3004
Si 8.1717 10.9188 5.4313
Si 10.8364 13.6009 5.4834
Si 13.5865 -0.0772 5.3123
Si 16.2908 2.7114 5.4172
Si 13.5881 5.4583 5.4272
Si 16.2689 8.1385 5.5695
Si 13.6429 10.7637 5.42
Si 16.2274 13.5178 5.4496
Si 19.0544 -0.0224 5.5394
Si 21.8256 2.7142 5.6072
Si 19.0129 5.4032 5.495
Si 21.813 8.1948 5.491
Si 19.1404 10.9943 5.5664
Si 21.8394 13.6573 5.5687
Si 24.4154 0.0047 5.6677
Si 27.2241 2.7157 5.5924
Si 24.5829 5.4697 5.5106
Si 27.1474 8.0815 5.3738
Si 24.4919 10.8624 5.4192
Si 27.2492 13.5847 5.6223
Si 31.287 14.9684 6.858
Si 1.3695 1.3685 6.7472
Si 31.2968 4.1172 6.7841
Si 1.3375 6.8051 6.7206
Si 31.2762 9.5098 6.8166
Si 1.3668 12.2223 6.8153
Si 4.0593 15.0082 6.7703
Si 6.7889 1.3894 6.7136
Si 4.047 4.0888 6.7376
Si 6.8517 6.8006 6.692
Si 4.0626 9.5676 6.7089
Si 6.7649 12.2734 6.7505
Si 9.4669 14.9834 6.7802
Si 12.2404 1.3127 6.7188
Si 9.4734 4.1123 6.7287
Si 12.2214 6.818 6.7626
Si 9.5512 9.5018 6.7118
Si 12.239 12.1804 6.7464
Si 14.9124 14.9389 6.7742
Si 17.6528 1.3602 6.818
Si 14.934 4.0716 6.7803
Si 17.6658 6.7666 6.8553
Si 14.9307 9.4974 6.8989
Si 17.6553 12.2643 6.8616
Si 20.424 14.975 6.9064
Si 23.1004 1.3622 7.0094
Si 20.4036 4.0878 6.8688
Si 23.1683 6.8172 6.8386
Si 20.4542 9.5456 6.8661
Si 23.1693 12.2152 6.8485
Si 25.851 14.9507 6.9241
Si 28.5951 1.339 6.882
Si 25.8873 4.1106 6.9098
Si 28.5561 6.7963 6.7774
Si 25.8416 9.4828 6.7795
Si 28.5898 12.1875 6.9039
Si 0.0319 0.0202 8.1627
Si 2.7198 2.7253 8.125
Si 0.0177 5.4618 8.1427
Si 2.7204 8.1716 8.0739
Si 0.0069 10.8678 8.1714
Si 2.722 13.6227 8.1402
Si 5.4441 0.032 8.1119
Si 8.1254 2.7474 8.0995
Si 5.4414 5.464 8.0633
Si 8.1872 8.1477 8.0892
Si 5.419 10.8975 8.1091
Si 8.1177 13.6184 8.1319
Si 10.8578 0.0079 8.1177
Si 13.5783 2.6855 8.1143
Si 10.8506 5.4486 8.1045
Si 13.5432 8.1434 8.1947
Si 10.8692 10.8573 8.1223
Si 13.5631 13.5692 8.1308
Si 16.2793 -0.0133 8.147
Si 19.0238 2.7089 8.1931
Si 16.2914 5.4061 8.1825
Si 19.0499 8.1581 8.1733
Si 16.3211 10.8697 8.2049
Si 19.0177 13.622 8.2182
Si 21.7393 -0.0084 8.3067
Si 24.5066 2.7533 8.259
Si 21.7758 5.4644 8.1937
Si 24.5062 8.1724 8.2059
Si 21.7966 10.891 8.2289
Si 24.502 13.5659 8.2435
Si 27.2256 -0.0014 8.2441
Si 29.957 2.7492 8.1768
Si 27.2562 5.4621 8.2254
Si 29.9104 8.1517 8.16
Si 27.1927 10.8294 8.1951
Si 29.9467 13.5884 8.217
Si -1.3332 1.3935 20.4224
Si 1.3677 4.0862 20.4724
Si -1.3406 6.8177 20.4599
Si 1.3666 9.5344 20.4266
Si -1.3541 12.28 20.4255
Si 1.3517 -1.3439 20.4489
Si 4.0523 1.3715 20.4548
Si 6.7881 4.0596 20.4224
Si 4.0747 6.7785 20.4133
Si 6.7958 9.511 20.3987
Si 4.0628 12.2386 20.4245
Si 6.7709 -1.353 20.4129
Si 9.5106 1.3445 20.389
Si 12.2334 4.0742 20.3869
Si 9.5051 6.7864 20.3921
Si 12.2473 9.5113 20.3844
Si 9.531 12.2493 20.3933
Si 12.2332 -1.3847 20.3937
Si 14.9367 1.3352 20.3808
Si 17.6819 4.0704 20.3768
Si 14.9587 6.7958 20.3786
Si 17.6699 9.5083 20.3984
Si 14.9508 12.2317 20.4054
Si 17.6245 -1.3928 20.3524
Si 20.3766 1.3507 20.3665
Si 23.1363 4.1276 20.3858
Si 20.4042 6.7968 20.3825
Si 23.112 9.4981 20.3465
Si 20.3566 12.1971 20.3471
Si 23.0972 -1.3705 20.3351
Si 25.8701 1.4117 20.3819
Si 28.5817 4.1058 20.4136
Si 25.857 6.818 20.404
Si 28.5877 9.5306 20.4423
Si 25.8637 12.2334 20.3479
Si 28.5907 -1.3247 20.3916
Si 29.9294 0.0558 21.7672
Si -0.0088 2.7372 21.8396
Si 29.92 5.4555 21.8067
Si 0.039 8.1755 21.816
Si 29.9405 10.9255 21.7958
Si -0.0314 13.6443 21.8213
Si 2.6775 0.0275 21.8321
Si 5.4166 2.7282 21.8167
Si 2.7489 5.4355 21.8312
Si 5.4372 8.1347 21.7497
Si 2.6972 10.8966 21.8045
Si 5.4082 13.6094 21.7782
Si 8.137 0.011 21.7592
Si 10.891 2.6885 21.7363
Si 8.168 5.4093 21.7646
Si 10.8881 8.1445 21.7276
Si 8.1709 10.8828 21.73
Si 10.8851 13.5956 21.7829
Si 13.6046 -0.0469 21.7546
Si 16.3165 2.694 21.714
Si 13.6082 5.4349 21.7355
Si 16.3117 8.1476 21.7554
Si 13.5953 10.8694 21.7632
Si 16.321 13.572 21.7808
Si 18.969 -0.0218 21.6831
Si 21.7503 2.7484 21.6801
Si 19.0453 5.4376 21.7357
Si 21.7699 8.1558 21.7422
Si 19.0336 10.8519 21.7719
Si 21.7137 13.5686 21.6606
Si 24.4821 0.0052 21.64
Si 27.2173 2.7761 21.7848
Si 24.4831 5.4957 21.7821
Si 27.222 8.1514 21.7884
Si 24.485 10.8593 21.6625
Si 27.2464 13.581 21.6941
Si -1.3871 -1.2708 23.1801
Si 1.3084 1.3694 23.2438
Si -1.3823 4.1057 23.1927
Si 1.4047 6.8101 23.1889
Si -1.3305 9.5618 23.141
Si 1.316 12.2659 23.1702
Si 4.0376 -1.3582 23.1579
Si 6.7859 1.3581 23.1517
Si 4.0833 4.0736 23.2403
Si 6.7874 6.7617 23.1081
Si 4.086 9.4992 23.103
Si 6.8199 12.25 23.0805
Si 9.5054 -1.3357 23.1086
Si 12.2576 1.3291 23.0945
Si 9.5453 4.0346 23.1059
Si 12.2456 6.7896 23.0927
Si 9.5389 9.5181 23.0693
Si 12.2427 12.2158 23.1489
Si 14.9668 -1.3855 23.1485
Si 17.651 1.33 23.0882
Si 14.9888 4.0688 23.0674
Si 17.6848 6.7881 23.1035
Si 14.9654 9.5154 23.1245
Si 17.6738 12.1929 23.1563
Si 20.2906 -1.4362 22.9889
Si 23.1233 1.3668 22.9692
Si 20.4233 4.0879 23.0851
Si 23.149 6.8815 23.1611
Si 20.4021 9.4724 23.1217
Si 23.0771 12.1845 22.9701
Si 25.8357 -1.3804 22.9482
Si 28.5751 1.4065 23.1388
Si 25.8515 4.1517 23.1408
Si 28.5571 6.7838 23.1998
Si 25.8554 9.5709 23.0634
Si 28.5918 12.3086 23.1621
Si -0.1231 0.0786 24.6508
Si 2.6952 2.6999 24.6029
Si 0.0093 5.4691 24.5278
Si 2.7914 8.163 24.5507
Si -0.0106 10.9013 24.569
Si 2.6176 13.665 24.5364
Si 5.4479 -0.0428 24.4977
Si 8.1508 2.7367 24.4956
Si 5.489 5.4422 24.5857
Si 8.201 8.1185 24.3739
Si 5.4715 10.8641 24.3919
Si 8.1585 13.6083 24.4569
Si 10.8467 0.0408 24.4625
Si 13.6812 2.6648 24.4086
Si 10.9617 5.3518 24.4378
Si 13.563 8.1893 24.4548
Si 10.8365 10.8693 24.489
Si 13.64 13.5429 24.5154
Si 16.3327 -0.0256 24.5214
Si 19.0236 2.7136 24.3948
Si 16.3311 5.4173 24.4468
Si 19.0326 8.1231 24.501
Si 16.3351 10.8187 24.5434
Si 19.0461 13.5411 24.511
Si 21.6617 -0.0037 24.1692
Si 24.4882 2.6912 24.3562
Si 21.7749 5.4762 24.4592
Si 24.5361 8.2937 24.5099
Si 21.7992 10.8453 24.419
Si 24.4302 13.586 24.2215
Si 27.1802 -0.0659 24.3203
Si 29.8743 2.7818 24.5885
Si 27.1671 5.4685 24.6382
Si 29.9436 8.2086 24.4681
Si 27.1752 10.9386 24.4385
Si 29.9226 13.7117 24.5688
Si -1.5061 1.4499 26.0823
Si 1.2838 4.0763 25.9444
Si -1.3141 6.9082 25.8469
Si 1.4291 9.5454 25.8865
Si -1.3437 12.3391 25.9156
Si 1.2304 -1.2976 25.9965
Si 4.1128 1.2787 25.8896
Si 6.8968 4.1009 25.9589
Si 4.1613 6.8195 25.965
Si 6.8617 9.4829 25.7103
Si 4.081 12.2365 25.6809
Si 6.8231 -1.3942 25.8652
Si 9.5015 1.4169 25.8716
Si 12.3797 3.9887 25.7838
Si 9.5417 6.7158 25.682
Si 12.187 9.5226 25.856
Si 9.4678 12.2452 25.8373
Si 12.2045 -1.3705 25.737
Si 15.0074 1.395 25.8857
Si 17.7046 4.0467 25.8115
Si 14.9446 6.8109 25.7423
Si 17.7066 9.4514 25.9322
Si 14.9868 12.1532 25.939
Si 17.6691 -1.4248 25.8795
Si 20.404 1.2836 25.6225
Si 23.1224 4.0105 25.7137
Si 20.3682 6.7576 25.8698
Si 23.1882 9.6567 25.9006
Si 20.4562 12.1241 25.8196
Si 22.9472 -1.4225 25.4182
Si 25.8242 1.256 25.6378
Si 28.4669 4.0411 26.0339
Si 25.9449 7.0531 25.9343
Si 28.5919 9.603 25.7699
Si 25.7358 12.3463 25.679
Si 28.4659 -1.2576 25.8884
Si 29.2501 0.5245 27.2618
Si -0.1142 2.8082 27.4601
Si 29.916 5.5687 27.149
Si 0.2369 8.0871 27.2688
Si 29.6243 11.2165 27.0986
Si 0.0242 -2.7916 27.445
Si 2.714 -0.0174 27.312
Si 5.5431 2.6335 27.1998
Si 2.7872 5.3675 27.2355
Si 5.6379 8.1932 27.2301
Si 2.8451 10.9178 27.1624
Si 5.384 -2.7817 27.1081
Si 8.2179 -0.062 27.2231
Si 10.9325 2.7855 27.188
Si 8.3491 5.4757 27.283
Si 10.8883 7.9928 27.0659
Si 8.001 10.9537 27.1494
Si 10.8924 -2.7412 27.1316
Si 13.5496 -0.0012 27.0694
Si 16.4003 2.7364 27.3008
Si 13.7379 5.3749 27.1314
Si 16.3064 8.0269 27.2093
Si 13.5285 10.8106 27.2868
Si 16.3822 -2.8214 27.3358
Si 19.1222 0.0016 27.0742
Si 21.7068 2.6894 26.924
Si 19.0265 5.357 27.2659
Si 21.976 8.0043 27.064
Si 19.1585 10.765 27.2663
Si 21.8501 -2.7204 26.9893
Si 24.2073 -0.065 26.7182
Si 27.4311 2.093 27.159
Si 24.4785 6.0792 27.429
Si 27.2879 8.4293 27.3182
Si 24.4958 11.1623 27.2745
Si 26.935 -2.5627 27.0911
Si -1.2299 -2.3622 29.4765
Si 1.603 1.621 28.5976
Si -1.2494 4.5771 28.6839
Si 1.2743 6.481 28.6138
Si -1.6939 9.3864 29.2383
Si 2.0387 12.7141 28.4291
Si 3.6961 -1.8787 28.4095
Si 6.7834 1.1715 28.5714
Si 3.9152 3.736 28.4223
Si 7.349 7.1717 28.5663
Si 4.5745 9.955 28.3814
Si 6.1914 11.7597 28.4033
Si 9.7958 -1.2465 28.5272
Si 11.9556 1.0598 28.4298
Si 10.2596 4.7064 28.4956
Si 11.979 6.3652 28.3246
Si 9.322 8.6972 28.6505
Si 12.4598 12.56 28.5178
Si 14.7036 -1.5456 28.3627
Si 18.069 1.5184 28.4846
Si 15.5044 4.5647 28.5323
Si 17.2342 6.2795 28.5221
Si 14.8824 9.3286 28.5334
Si 18.1578 12.4119 28.5804
Si 20.3217 -1.5822 28.3032
Si 23.2228 1.476 28.1667
Si 20.2646 3.7015 28.4269
Si 24.3673 6.7543 30.2707
Si 20.3038 9.6557 29.0353
Si 23.5395 13.0045 28.5342
Si 25.2494 -1.4316 28.2214
Si 29.5661 -0.1599 29.5476
Si 26.0147 2.3297 31.795
Si 28.8339 7.1109 28.5453
Si 26.3288 10.2855 28.4597
Si 27.9086 12.1353 28.4157
Si 27.5441 4.8603 37.481
Si 13.0727 7.2305 30.2207
Si 3.6633 2.3414 37.3418
Si 1.813 7.8885 31.4441
Si 29.1505 -3.0064 30.0911
Si 1.005 12.7437 31.2922
Si 12.4947 11.559 31.2904
Si 9.0223 0.7233 33.0959
Si 7.9456 6.2387 35.2815
Si 2.3751 6.4095 34.1344
Si 0.8473 8.2094 36.1451
Si 6.8546 11.6301 35.91
Si 16.4078 -2.6566 31.9753
Si 14.4947 2.0278 32.099
Si 11.3214 6.6099 38.0882
Si 12.17 2.2827 30.3559
Si 7.2911 -3.0922 33.4883
Si 14.7802 -3.3668 38.1037
Si 22.3105 4.8155 35.997
Si 21.4395 5.477 30.599
Si 24.006 11.3798 32.6163
Si 19.8467 7.4622 33.6882
Si 20.8223 -2.1031 37.6116
Si 7.0312 8.8859 34.3617
Si 21.452 1.2428 32.967
Si 28.4001 3.423 32.9878
Si 27.3599 9.4382 32.7258
Si 26.0704 1.4235 29.0024
Si 15.9577 8.4897 37.5653
Si 23.2519 -0.5851 37.8997
Si -2.6314 11.8689 35.5454
Si 29.5284 7.3749 33.1388
Si 25.4879 -2.4026 33.5896
Si -0.9371 -2.8601 35.6141
Si 21.6986 11.8918 30.8685
Si -2.3454 3.7643 37.66
Si 5.4744 -0.7508 30.4801
Si 2.0448 3.5906 35.1986
Si 25.1703 5.1051 32.5392
Si -0.3726 10.0238 31.8961
Si 25.815 -1.7523 36.5693
Si 20.0593 6.3407 0.035
Si -2.0771 -0.2141 34.6361
Si 13.2922 -1.8494 35.9594
Si 2.0745 10.2882 38.1562
Si 1.2001 0.3434 37.8418
Si -0.8375 6.5044 38.0546
Si 6.5729 -0.3498 34.4976
Si 13.9379 1.0512 35.0221
Si 5.2476 6.7652 34.9664
Si 10.9062 8.9365 31.4614
Si 8.4765 -1.6055 31.2493
Si 4.3509 9.2524 30.6051
Si 10.9473 1.9669 35.0114
Si 16.3007 0.0335 30.5595
Si 14.876 7.7349 34.7787
Si 14.0398 12.6522 33.618
Si 14.2424 4.476 30.5302
Si 6.5284 11.2158 31.3779
Si 19.2863 2.0795 35.0885
Si 29.0496 0.0422 0.0049
Si 28.1691 12.4801 32.9803
Si 19.4891 5.0376 35.7528
Si 18.8776 12.0707 31.563
Si -2.4711 -2.8541 37.9991
Si 28.5094 -0.4709 37.099
Si 23.9699 0.049 32.5152
Si 0.6767 1.2012 31.5119
Si 16.4779 2.3036 35.797
Si 25.0073 9.2729 34.6481
Si 21.717 9.4247 37.1709
Si 22.2438 4.145 33.0679
Si 2.9204 2.7508 32.5038
Si -0.5937 2.0014 35.9524
Si -1.4803 9.3492 34.5813
Si 19.8767 11.7645 36.4537
Si 25.4478 9.5495 30.4683
Si 29.3737 5.3937 30.8619
Si 6.4395 6.9242 30.7457
Si 7.5182 2.6156 31.1972
Si 1.7759 -2.0554 35.9361
Si 5.0711 4.2955 31.2071
Si 27.6791 5.1695 34.3529
Si 2.0389 -1.2375 33.0551
Si 4.0144 -3.8048 37.0709
Si 6.2622 0.8798 37.1928
Si 5.4542 7.684 37.9806
Si 4.6005 0.1825 32.3924
Si 11.3852 -1.7138 38.1589
Si 7.3304 10.186 38.4162
Si 9.205 2.1765 37.5605
Si 15.2038 5.0184 35.5726
Si 8.7241 5.0816 37.9962
Si 10.3488 4.8482 33.7206
Si 9.9102 4.0546 30.7259
Si 12.5064 6.1626 35.2438
Si 15.8205 10.1846 33.4553
Si 18.7535 10.3203 33.9931
Si 19.059 7.3884 30.6424
Si 20.7843 0.893 37.6217
Si 8.165 8.9354 32.3835
Si 17.2043 11.3411 38.1182
Si 24.4955 4.039 38.0692
Si 22.5809 7.6391 34.7743
Si 21.8842 -0.0946 30.4826
Si -2.4296 1.212 32.1426
Si 15.4815 11.1823 30.6732
Si 17.1002 5.8351 37.6247
Si 31.3168 1.3823 9.5273
Si 1.3767 4.0947 9.4964
Si 31.2883 6.8011 9.5141
Si 1.3802 9.5032 9.4969
Si 31.3129 12.2328 9.5541
Si 1.3723 14.9674 9.5219
Si 4.0799 1.3707 9.4893
Si 6.7697 4.0996 9.4664
Si 4.0885 6.8194 9.4466
Si 6.798 9.5151 9.4434
Si 4.0836 12.2576 9.495
Si 6.778 14.9827 9.4949
Si 9.4982 1.385 9.4663
Si 12.21 4.067 9.4629
Si 9.5104 6.7996 9.4913
Si 12.1985 9.5177 9.5313
Si 9.4923 12.2347 9.4656
Si 12.2014 14.9456 9.4828
Si 14.9279 1.3489 9.5083
Si 17.6595 4.065 9.5439
Si 14.9274 6.7785 9.5249
Si 17.6828 9.5047 9.5428
Si 14.9388 12.2436 9.5205
Si 17.6467 14.9811 9.5472
Si 20.3638 1.3705 9.5964
Si 23.1207 4.1072 9.5774
Si 20.4057 6.812 9.5476
Si 23.147 9.5221 9.5756
Si 20.3935 12.2445 9.5552
Si 23.1315 14.9333 9.596
Si 25.8673 1.3715 9.5889
Si 28.6022 4.0847 9.5641
Si 25.8705 6.8152 9.5624
Si 28.5729 9.5007 9.5513
Si 25.8657 12.2065 9.5778
Si 28.5865 14.9475 9.5763
Si 29.9564 0.0145 10.8964
Si 0.0302 2.7412 10.8838
Si 29.9572 5.4492 10.908
Si 0.016 8.1599 10.87
Si 29.9378 10.8749 10.8982
Si 0.0261 13.6076 10.8974
Si 2.7361 0.0096 10.87
Si 5.4309 2.7367 10.849
Si 2.7415 5.4606 10.8414
Si 5.441 8.1692 10.8286
Si 2.73 10.8832 10.8547
Si 5.4356 13.6121 10.8636
Si 8.1491 0.0183 10.8435
Si 10.8538 2.726 10.8457
Si 8.1375 5.4428 10.8416
Si 10.8475 8.152 10.8787
Si 8.1396 10.8736 10.8334
Si 10.8442 13.5905 10.847
Si 13.5613 -0.0151 10.855
Si 16.2895 2.703 10.8843
Si 13.562 5.4141 10.8619
Si 16.2984 8.1435 10.8767
Si 13.5745 10.8792 10.8729
Si 16.2913 13.6015 10.8872
Si 19.0032 0.0022 10.9275
Si 21.7561 2.7317 10.9187
Si 19.0305 5.4372 10.8859
Si 21.7676 8.162 10.9119
Si 19.0357 10.8715 10.9004
Si 21.7515 13.588 10.9331
Si 24.497 -0.0032 10.9251
Si 27.2355 2.7314 10.9259
Si 24.5004 5.4573 10.9176
Si 27.2232 8.1612 10.9293
Si 24.4972 10.8737 10.9415
Si 27.2222 13.5869 10.9232
Si 31.3075 14.9702 12.2565
Si 1.3823 1.3714 12.2374
Si 31.3151 4.0895 12.2593
Si 1.3795 6.803 12.2263
Si 31.3066 9.5178 12.247
Si 1.3837 12.2372 12.2416
Si 4.084 14.9656 12.2351
Si 6.7891 1.3721 12.2129
Si 4.0811 4.0946 12.2195
Si 6.7854 6.8065 12.2088
Si 4.0897 9.5232 12.2151
Si 6.7932 12.238 12.2132
Si 9.4936 14.9615 12.2093
Si 12.2064 1.356 12.2121
Si 9.4955 4.0837 12.212
Si 12.2145 6.7863 12.2256
Si 9.4871 9.5212 12.222
Si 12.2055 12.2392 12.2213
Si 14.9224 14.9597 12.2334
Si 17.6431 1.3622 12.2673
Si 14.9268 4.0679 12.2327
Si 17.6618 6.7911 12.2397
Si 14.9362 9.5119 12.2269
Si 17.6599 12.2365 12.2388
Si 20.3843 14.96 12.2672
Si 23.1237 1.362 12.2645
Si 20.3875 4.0875 12.2609
Si 23.1313 6.8073 12.2704
Si 20.3987 9.5185 12.2603
Si 23.1242 12.2364 12.2825
Si 25.8606 14.9564 12.2748
Si 28.5959 1.3645 12.2694
Si 25.8619 4.09 12.2686
Si 28.5913 6.8006 12.2697
Si 25.8647 9.52 12.2867
Si 28.5888 12.2347 12.2709
Si 0.0268 0.0143 13.6088
Si 2.7331 2.7348 13.5975
Si 0.0305 5.453 13.6126
Si 2.7314 8.1679 13.5901
Si 0.0214 10.8829 13.6068
Si 2.7333 13.6044 13.6036
Si 5.4413 0.009 13.5896
Si 8.1431 2.7247 13.5828
Si 5.4353 5.4494 13.5865
Si 8.1365 8.1604 13.5864
Si 5.4374 10.8841 13.5881
Si 8.1438 13.6001 13.5824
Si 10.8491 -0.0026 13.5776
Si 13.5657 2.7077 13.5863
Si 10.8527 5.4343 13.5868
Si 13.5778 8.1482 13.5846
Si 10.8526 10.8756 13.5841
Si 13.5635 13.5958 13.586
Si 16.2809 -0.0083 13.6039
Si 19.022 2.7221 13.6101
Si 16.2947 5.4298 13.5909
Si 19.0262 8.1511 13.5975
Si 16.2964 10.8706 13.5872
Si 19.0191 13.591 13.6062
Si 21.7549 0.0023 13.6154
Si 24.4945 2.7224 13.6131
Si 21.7607 5.4408 13.6112
Si 24.4949 8.161 13.6283
Si 21.7578 10.8733 13.623
Si 24.4897 13.6039 13.6291
Si 27.227 0.0031 13.6216
Si 29.9527 2.7327 13.6205
Si 27.2275 5.4441 13.6239
Si 29.9504 8.1669 13.619
Si 27.2262 10.8849 13.6339
Si 29.9479 13.6073 13.6165
Si 31.3106 1.373 14.9756
Si 1.3796 4.0878 14.9734
Si 31.3081 6.8098 14.9784
Si 1.3765 9.5221 14.969
Si 31.307 12.2456 14.9719
Si 1.3783 -1.352 14.9674
Si 4.0844 1.3664 14.9576
Si 6.7876 4.0831 14.9507
Si 4.0793 6.804 14.9596
Si 6.7873 9.5212 14.957
Si 4.0861 12.2424 14.9657
Si 6.7887 -1.3607 14.9542
Si 9.4949 1.3577 14.9463
Si 12.2113 4.0711 14.9485
Si 9.4988 6.7995 14.9473
Si 12.217 9.5119 14.9413
Si 9.4994 12.2377 14.9494
Si 12.2045 -1.3632 14.943
Si 14.9241 1.3547 14.9551
Si 17.6572 4.0796 14.9596
Si 14.9383 6.7923 14.9507
Si 17.6594 9.5113 14.9457
Si 14.9299 12.2316 14.9371
Si 17.6507 -1.3689 14.9529
Si 20.3877 1.3607 14.9648
Si 23.1268 4.08 14.9625
Si 20.3912 6.7963 14.9579
Si 23.1258 9.5183 14.9739
Si 20.3857 12.2351 14.9634
Si 23.1215 -1.352 14.975
Si 25.8604 1.3681 14.9713
Si 28.5915 4.0912 14.9815
Si 25.8639 6.8025 14.9752
Si 28.5908 9.524 14.9819
Si 25.8574 12.2467 14.9815
Si 28.5867 -1.3556 14.9789
Si 29.948 0.0134 16.3296
Si 0.021 2.7344 16.3424
Si 29.9489 5.4547 16.344
Si 0.0193 8.1698 16.3444
Si 29.949 10.8888 16.3366
Si 0.0215 13.6106 16.3313
Si 2.7284 0.0119 16.3315
Si 5.4334 2.725 16.3239
Si 2.7279 5.4489 16.3392
Si 5.4334 8.1616 16.3246
Si 2.7262 10.8868 16.3341
Si 5.4344 13.607 16.3326
Si 8.1421 -0.0008 16.3183
Si 10.8538 2.7119 16.3122
Si 8.146 5.4386 16.3136
Si 10.8616 8.1561 16.3086
Si 8.1449 10.8811 16.3202
Si 10.8581 13.5938 16.3124
Si 13.5626 -0.0085 16.3051
Si 16.294 2.7128 16.3076
Si 13.5779 5.4291 16.3077
Si 16.3054 8.151 16.3084
Si 13.5811 10.8691 16.3012
Si 16.2876 13.5859 16.3006
Si 19.0157 -0.0078 16.3053
Si 21.7596 2.7223 16.3146
Si 19.0279 5.4376 16.3132
Si 21.7561 8.1533 16.3119
Si 19.0181 10.8679 16.3056
Si 21.7519 13.597 16.3142
Si 24.4896 0.0137 16.3259
Si 27.224 2.7307 16.3287
Si 24.4941 5.4394 16.3148
Si 27.2292 8.1589 16.3319
Si 24.4929 10.8773 16.3243
Si 27.2209 13.6082 16.337
Si -1.3325 -1.3423 17.6894
Si 1.3745 1.3715 17.7038
Si -1.332 4.0994 17.7082
Si 1.3661 6.8028 17.7105
Si -1.3386 9.5337 17.7081
Si 1.369 12.2506 17.7013
Si 4.073 -1.3521 17.7009
Si 6.7818 1.3574 17.6869
Si 4.0776 4.078 17.699
Si 6.7897 6.7938 17.6812
Si 4.0781 9.5186 17.6942
Si 6.7905 12.241 17.6923
Si 9.5005 -1.3659 17.6756
Si 12.2137 1.3508 17.6723
Si 9.4992 4.0736 17.6758
Si 12.2219 6.7925 17.6672
Si 9.5094 9.5179 17.6756
Si 12.2275 12.2299 17.6638
Si 14.9228 -1.3754 17.6525
Si 17.6542 1.3497 17.6623
Si 14.9407 4.0709 17.6705
Si 17.6698 6.796 17.6714
Si 14.9476 9.5151 17.6638
Si 17.6466 12.2221 17.6553
Si 20.3754 -1.3694 17.6604
Si 23.125 1.3765 17.68
Si 20.3957 4.0794 17.6665
Si 23.1265 6.7968 17.66
Si 20.3821 9.5053 17.6563
Si 23.1177 12.2342 17.6646
Si 25.8564 -1.3406 17.6813
Si 28.5912 1.3784 17.686
Si 25.8619 4.0973 17.6777
Si 28.5901 6.8158 17.7074
Si 25.8598 9.5157 17.6756
Si 28.5856 12.2466 17.692
Si 0.0143 0.0161 19.0664
Si 2.7145 2.7344 19.0805
Si 0.0163 5.4497 19.0958
Si 2.7227 8.1636 19.0668
Si 0.0081 10.9023 19.0727
Si 2.7116 13.6151 19.0734
Si 5.4141 0.0178 19.0677
Si 8.1449 2.7118 19.0436
Si 5.4422 5.4298 19.054
Si 8.1514 8.1541 19.0339
Si 5.4283 10.8818 19.0564
Si 8.1451 13.607 19.0524
Si 10.8682 -0.0191 19.0367
Si 13.5811 2.7064 19.0273
Si 10.8662 5.4309 19.0301
Si 13.594 8.1511 19.0182
Si 10.8773 10.8755 19.0325
Si 13.5889 13.58 19.0307
Si 16.2796 -0.018 19.004
Si 19.0265 2.7125 19.0081
Si 16.3123 5.4294 19.0239
Si 19.0315 8.1557 19.033
Si 16.304 10.8679 19.0381
Si 19.0054 13.5794 19.0054
Si 21.7395 0.0017 19.0013
Si 24.4917 2.7534 19.032
Si 21.7609 5.4498 19.0157
Si 24.4933 8.1475 19.0166
Si 21.7454 10.8616 19.0016
Si 24.488 13.5973 19.0077
Si 27.222 0.0287 19.0369
Si 29.9421 2.7416 19.0576
Si 27.2176 5.4534 19.0503
Si 29.9502 8.1746 19.0794
Si 27.2328 10.8605 19.0337
Si 29.9424 13.6249 19.0408
O 30.3469 3.3666 1.4566
O 11.8609 0.4235 1.4772
O 10.8091 8.7157 0.4827
O 9.9556 5.9168 38.6014
O 15.6853 15.3276 1.7438
O 22.3914 11.5441 1.3743
O 20.8405 4.9547 36.6777
O 24.3135 13.2527 1.5633
O 25.907 15.0993 2.4152
O 24.1389 4.5898 26.8945
O -1.5372 -0.744 29.5829
O 28.6099 -1.4409 29.9378
O -0.2971 8.969 28.5655
O 30.3818 10.6241 28.4237
O 8.8971 10.2307 28.3261
O 23.0723 6.8865 27.5067
O 21.3714 8.5901 28.4518
O 24.5898 2.1155 28.8262
O 25.0507 6.0802 28.9532
O 24.7587 10.7225 31.344
O 1.7966 7.1456 30.008
O 29.0604 12.8794 31.6813
O 2.7791 2.7052 29.0204
O 9.7842 -1.8283 38.3581
O 0.0395 5.5044 29.0614
O -1.841 2.9638 36.3453
O 8.1004 0.1018 34.263
O 26.4854 9.0384 34.0334
O 3.3318 9.9588 0.2809
O 7.6084 1.6309 29.9148
O 6.6111 12.0393 29.9853
O 1.4261 -1.1556 37.2404
O 4.6988 4.4602 29.649
O 1.0078 0.9492 29.9509
O 3.9419 6.1212 34.3382
O 17.5683 0.5946 29.7375
O 19.1704 -2.6426 28.7429
O 16.6237 9.9156 37.7035
O 13.606 -2.6431 28.8753
O 18.1896 11.7732 30.1078
O 9.7663 8.6981 32.5875
O 22.7975 12.7161 29.9901
O 11.5327 6.4603 36.4998
O 26.1371 5.2591 33.8213
O 24.3344 10.5938 33.9894
O 29.5457 -0.1157 35.9024
O 30.5056 15.7475 0.456
O 4.046 7.9756 38.701
O 29.9311 8.142 29.2
O 22.8792 6.1587 30.4123
O 11.6204 5.7748 33.9833
O 11.8096 12.2275 29.9856
O 17.7175 1.6155 34.9821
O 10.8861 -0.0988 28.9403
O 22.4259 -1.93 37.4728
O 10.1181 8.7905 30.0584
O 8.2901 3.9547 30.7616
O -1.302 -1.6354 34.5971
O 23.6266 5.6756 0.2659
O 12.8669 12.5842 32.4885
O 21.2473 4.1905 29.6383
O 9.2 10.6667 0.2042
O 27.8303 6.6327 0.0195
O 5.3356 8.341 0.9828
O 22.2755 1.0261 29.4054
O 28.398 6.1871 29.8286
O 2.9211 9.0631 31.3335
O 1.9039 7.6161 35.0907
O 13.3695 -3.0956 34.9522
O -1.0329 1.0142 34.7626
O 17.1774 7.437 37.5186
O 11.803 -1.7447 36.6024
O 11.1795 8.1662 38.5013
O 21.1682 10.6772 29.9441
O 20.6367 8.4988 37.9613
O -0.8833 1.3811 31.7684
O -0.0626 7.0198 36.7415
O 17.1646 10.3843 34.3192
O 5.5886 8.1389 34.1755
O 14.9682 1.0076 0.2071
O 24.7026 -0.7454 37.2012
O 6.3108 -0.3088 36.086
O 13.6709 11.7145 38.0505
O 18.5782 6.854 0.4556
O -1.6092 7.7661 38.7318
O 17.8534 -3.2779 32.3696
O 20.2527 9.4001 0.3727
O 21.3807 7.0574 0.6916
O 25.5218 3.8452 31.6124
O 22.7295 0.3845 33.5341
O 2.8731 2.7376 34.1092
O -2.123 4.5244 30.0844
O 19.4969 6.2511 34.6909
O 29.0338 -1.6983 38.018
O 17.9958 12.1452 0.027
O 23.5116 1.1139 0.208
O 2.5542 1.1663 37.4559
O 13.5792 4.9706 35.5621
O 1.3869 7.0219 0.1092
O 28.8159 8.7585 32.7007
O 4.2195 -3.0178 38.4758
O -2.5332 10.2431 35.4339
O 5.9624 5.5899 31.5467
O 0.8008 11.2284 38.5379
O 22.095 2.6534 32.5012
O 19.105 7.3421 32.2546
O 2.9927 3.5742 36.5188
O 20.2593 -2.9872 36.4005
O 5.3994 12.2209 36.2995
O 28.9904 12.3907 34.3768
O 6.399 12.1821 32.655
O 21.9391 4.0184 34.6411
O 1.6618 5.0424 34.6033
O 27.8627 6.0389 38.5409
O 19.3039 8.8435 34.318
O 10.638 2.5789 30.8462
O 6.6912 10.2434 35.1265
O 28.667 3.708 37.7779
O 3.6162 -1.0127 32.8535
O 15.1867 -0.6271 29.6101
O 24.8222 10.7409 0.7003
O 23.4296 4.0002 36.8409
O 25.882 -0.215 29.1861
O 12.1423 7.8892 31.3885
O 1.663 -2.7014 32.4752
O 9.2795 -1.9895 29.8995
O 5.9204 0.3186 38.6732
O 21.7512 2.7508 1.1709
O 24.494 12.8908 32.8549
O 24.0379 8.0463 34.2121
O 23.1094 9.4542 37.9862
O -0.0992 1.053 37.1658
O 6.3771 -1.8211 33.8676
O 19.4906 11.366 34.9538
O -1.2172 10.1964 33.2449
O 25.4223 8.4592 38.7441
O 28.2608 0.7369 38.169
O 6.4879 5.743 34.7725
O 5.1942 10.322 31.4754
O 26.2125 -2.9865 37.5201
O 28.4341 6.5135 33.9081
O 20.9216 0.5098 31.628
O 18.6579 11.5295 37.4758
O 24.7597 1.4125 32.1806
O 10.5924 3.4507 34.489
O 14.0995 8.353 29.6068
O 11.1312 10.7413 38.5488
O 0.647 -3.1839 35.6187
O 16.711 -1.1239 31.5993
O -1.8646 5.3184 37.6494
O 0.6314 2.9112 35.4957
O 20.2997 6.4999 30.1398
O 22.0089 8.8064 35.7194
O 13.0334 1.6005 31.5423
O 28.4131 4.3733 31.6533
O 16.1938 -3.8636 37.4743
O 32.4026 13.7154 0.8102
O 3.2201 11.1264 37.3761
O 14.9951 3.6768 0.0499
O 25.9774 4.4961 37.6187
O 11.5035 10.3996 31.7806
O 27.4976 11.0424 32.6881
O 19.252 8.863 29.9973
O 10.281 4.8142 32.1072
O 5.9805 2.9821 31.4904
O 7.6028 7.6002 31.6445
O 10.2088 1.5863 36.4149
O 29.5455 12.2184 37.0954
O 19.2484 3.68 34.9172
O 14.5452 1.5202 33.6069
O 7.7019 1.6182 37.2802
O 23.2676 -0.5961 31.1878
O 14.7059 3.6292 31.8554
O 15.6733 1.3054 31.2949
O 13.937 6.0265 30.9241
O 15.7757 12.7875 30.7344
O 26.6927 1.881 30.412
O 21.0707 -1.2256 29.7037
O 15.5574 9.7975 0.0152
O 8.2457 2.0233 32.5092
O 15.3122 8.6636 33.5516
O 17.6834 6.7571 30.0515
O 3.687 4.0955 32.0208
O 15.1575 1.3882 36.0367
O 1.9888 12.4232 30.051
O 23.6751 4.8572 33.0547
O 13.2873 7.4907 34.7836
O 20.1965 1.3845 33.9521
O 22.4357 11.3849 32.2249
O 19.0497 10.7218 32.4498
O 15.66 5.318 37.0939
O 20.0034 1.7253 36.4963
O 13.8958 10.9209 30.811
O -1.4577 9.9658 30.7114
O 8.7842 9.5039 38.7183
O 29.7708 2.5717 32.9151
O 22.8311 6.297 35.6414
O 6.9279 -1.4038 30.8053
O 2.1038 6.7926 32.5939
O 3.1675 -2.8321 36.1145
O 13.6654 -0.5306 35.1242
O 1.1839 -0.0848 32.3343
O 0.4364 8.6292 31.8481
O 16.2159 10.4815 31.919
O 12.8298 3.765 30.0689
O 26.6336 8.9301 31.3803
O 26.8762 9.0739 0.3647
O 15.8766 10.4138 29.3094
O 27.1337 -0.853 36.3473
O 8.5068 -2.6867 32.4758
O 7.1614 6.8082 0.0435
O 17.1225 2.6117 37.2364
O 25.3121 -2.4156 35.1912
O 4.3185 -1.7876 29.9538
O 27.1786 2.3364 32.9222
O 7.9982 7.8635 35.1964
O -1.2313 -2.2805 37.1175
O -0.262 -2.7485 30.7301
O 7.7158 12.5926 34.9217
O 20.3633 12.6995 31.3398
O 9.0392 5.5206 34.3696
O 9.1796 -0.2823 31.8486
O 7.6333 11.3234 37.2877
O 25.0776 -0.9315 33.105
O 12.5385 1.8153 35.271
O 5.5731 0.5937 33.6354
O 27.7388 5.2602 35.9498
O 25.218 6.4048 31.595
O 18.2865 5.2133 36.7762
O 25.1149 9.3933 36.2575
O 5.0552 1.8395 36.6843
O -1.9493 7.8473 34.1701
O 15.1666 8.4702 36.1769
O -0.1129 9.2639 35.4107
O 22.3936 0.7128 37.3681
O 5.0931 7.0703 36.5467
O 10.4461 1.0087 33.7973
O 14.6275 11.1717 33.9202
O 8.0255 5.9665 36.864
O 1.6364 9.0121 37.2915
O 5.5975 0.2178 29.172
O 10.728 2.694 0.8936
O 24.3658 8.3732 30.137
O 29.8989 -0.0175 33.168
O 15.9452 3.6713 35.0796
O 21.1415 10.912 36.9802
O 19.1701 2.6195 29.0237
O 3.7178 1.4631 31.9706
O 9.2171 3.7627 37.2409
O 29.4394 0.9551 30.7312
O 20.1578 4.7468 0.365
O 5.092 7.8182 30.6904
O 1.7967 -1.0993 34.6437
O 20.179 -0.6145 37.6379
O 0.5867 11.3015 31.8522
O 1.409 2.5905 31.9498
O 15.6405 6.2999 34.6656
O 25.1187 11.0697 38.3175
O 6.3607 9.0143 37.8163
O 5.6148 13.7934 0.8496
O 15.3007 -2.7396 33.1586
O 21.4819 7.4858 33.5855
O 7.8469 10.262 31.4749
O 14.2988 -2.102 37.2067
O 27.0113 -2.7309 33.1753
O 21.2476 5.0404 32.1516
O 30.061 6.4718 31.8936

Results
total energy: -209523.303 eV
total energy less fixed offsets of O -438.35, Si -107.03 eV per atom: -9.933 eV

Forces (eV/angstrom), in the order of the atoms: element, x, y, z
Si 0.0219 0.0275 0.5958
Si 0.038 -0.0434 -0.1221
Si 0.0037 0.577 0.3869
Si 0.1397 -0.319 0.527
Si -0.1779 0.0122 0.583
Si 0.1957 -0.1186 0.7402
Si -0.1977 0.1517 0.4024
Si 0.069 -0.2219 0.5535
Si -0.0117 0.0458 0.0083
Si 0.0803 -0.1351 0.6744
Si -0.145 0.1444 0.7211
Si 0.1951 -0.2116 0.7108
Si 0.0153 0.0648 -0.0076
Si 0.4615 0.1227 0.5946
Si -0.0971 0.2989 0.7406
Si 0.0487 -0.0451 0.0456
Si -0.0611 0.1049 0.7252
Si -0.0402 -0.0345 0.6107
Si 0.0061 -0.1635 -0.0513
Si -0.0969 -0.0833 0.0458
Si -0.1826 0.2738 0.4528
Si -0.3464 0.1711 0.4067
Si 0.0798 -0.2778 0.6192
Si 0.0591 -0.1696 0.5544
Si -0.0015 -0.0607 -0.0259
Si 0.1197 -0.2369 0.7023
Si -0.206 0.0652 0.6658
Si 0.2298 0.2073 0.579
Si -0.242 0.305 0.4963
Si 0.0014 -0.0383 0.1245
Si 0.1001 -0.0385 -0.0442
Si -0.1101 0.0229 -0.0489
Si 0.0544 -0.0876 -0.0547
Si 0.3468 -0.0941 0.4343
Si -0.0739 -0.1605 0.7299
Si 0.1548 -0.2263 0.4965
Si -0.0499 -0.0386 -0.0488
Si -0.0206 -0.0269 0.0399
Si 0.0414 0.0129 -0.0096
Si 0.013 0.0056 -0.0442
Si -0.0022 -0.0334 -0.0406
Si 0.0356 0.004 -0.0437
Si 0.0761 -0.0309 -0.0163
Si 0.0157 -0.0128 -0.047
Si 0.0226 0.0471 -0.0524
Si 0.0885 0.0223 0.0238
Si 0.0208 -0.0273 -0.024
Si -0.0085 -0.0698 -0.0359
Si -0.3287 -0.1671 0.4483
Si -0.0551 0.0145 -0.0161
Si -0.0543 0.0007 -0.0601
Si -0.0129 0.0301 -0.1095
Si 0.0195 0.0365 -0.0131
Si 0.015 -0.0429 0.0283
Si 0.2985 0.3575 0.3368
Si 0.0495 0.0165 -0.0466
Si 0.033 0.0403 -0.0547
Si -0.0363 -0.0675 -0.0378
Si 0.0236 -0.0183 -0.0688
Si -0.0261 0.0171 0.0156
Si 0.0237 0.0791 -0.0755
Si -0.0161 0.047 -0.0712
Si -0.0137 0.054 -0.04
Si -0.0249 -0.0109 -0.0437
Si -0.162 -0.2793 0.4922
Si -0.1097 -0.1091 0.7455
Si 0.3146 0.2765 0.1933
Si -0.1755 -0.1961 0.4601
Si 0.0059 0.0539 0.0252
Si 0.0222 0.0363 0.013
Si 0.0342 0.011 -0.0222
Si -0.0344 -0.0342 0.0086
Si -0.0123 0.0437 0.0225
Si 0.0176 -0.0152 -0.0435
Si -0.049 -0.0103 0.0026
Si -0.0096 0.0385 -0.0095
Si -0.0085 -0.0165 -0.0096
Si -0.0026 -0.03 0.0131
Si -0.0252 -0.0294 -0.0322
Si 0.0025 0.0219 0.0071
Si 0.0246 -0.0349 0.0318
Si -0.0051 0.0116 0.028
Si -0.0273 0.0067 0.0107
Si 0.0529 0.0357 0.0084
Si 0.0442 -0.0318 -0.086
Si -0.0343 0.0233 -0.0407
Si -0.0126 -0.016 0.034
Si -0.0003 -0.0232 -0.0262
Si -0.0172 0.0094 0.0016
Si 0.0391 0.0611 -0.0695
Si 0.0095 -0.0184 -0.0228
Si -0.0312 0.0043 -0.0172
Si -0.0076 0.0148 -0.0062
Si 0.015 0.0443 -0.007
Si -0.0142 0.0484 -0.0423
Si 0.0299 0.0119 -0.1047
Si 0.008 -0.0607 -0.0113
Si 0.0351 -0.0545 0.0176
Si 0.0334 0.017 0.0264
Si 0.04 -0.0212 -0.0288
Si -0.0349 0.014 -0.0522
Si 0.0158 -0.0318 -0.0435
Si 0.0276 0.0142 -0.0141
Si 0.0302 -0.0524 -0.0206
Si -0.0214 0.009 -0.0577
Si 0.0624 0.0024 -0.025
Si -0.0704 0.0296 -0.0232
Si -0.0205 0.043 0.0024
Si -0.0376 0.0344 0.0249
Si 0.014 -0.014 0.0254
Si 0.0581 -0.0055 -0.0377
Si -0.0036 -0.0037 -0.007
Si -0.0014 0.0143 -0.014
Si -0.0027 0.0067 -0.0024
Si 0.0209 -0.0258 -0.03
Si -0.0026 0.0223 0.0116
Si -0.008 0.026 -0.0146
Si -0.0051 0.0081 -0.0097
Si 0.0129 0.0021 0.0326
Si 0.0063 -0.0135 0.0058
Si -0.0239 -0.0157 -0.056
Si 0.0218 -0.0152 0.0426
Si -0.0004 -0.0181 0.0056
Si -0.0096 0.0357 0.0148
Si 0.0047 0.0039 0.0376
Si -0.0209 -0.0391 0.0122
Si 0.0058 -0.0222 0.0242
Si -0.0124 -0.0591 0.0148
Si 0.0001 -0.0355 0.0083
Si -0.0122 -0.0244 -0.0077
Si -0.0261 0.0134 0.0456
Si -0.0271 -0.0327 0.0148
Si -0.024 0.0459 -0.0193
Si 0.0322 0.0162 -0.0038
Si 0.0146 0.0093 0.0199
Si -0.0198 0.0431 -0.0228
Si 0.0158 -0.0248 0.0499
Si 0.0273 -0.0073 0.0328
Si -0.0187 -0.0286 0.0327
Si 0.0165 -0.0002 -0.0312
Si -0.0066 0.0258 0.0202
Si -0.0501 -0.0111 -0.0013
Si -0.0384 0.0137 -0.0038
Si 0.0016 -0.0155 0.03
Si -0.0065 0.0036 -0.0025
Si -0.0005 0.0135 0.0142
Si -0.0164 0.007 0.0026
Si 0.0132 -0.0212 -0.0044
Si -0.0129 0.0076 0.0218
Si 0.0023 -0.011 0.0032
Si -0.0236 0.0316 -0.0016
Si 0.0036 -0.0177 0.0062
Si -0.0162 -0.0072 0.0268
Si 0.0047 -0.0232 -0.0186
Si -0.0182 0.0196 -0.012
Si -0.0058 -0.0089 -0.0051
Si -0.0156 0.0212 0.005
Si -0.0053 -0.0276 -0.0006
Si 0.0027 0.0392 -0.0056
Si -0.0053 0.0277 -0.0046
Si 0.0005 -0.0156 -0.0083
Si 0.0095 -0.0186 -0.0371
Si -0.0072 0.0153 -0.0009
Si -0.0059 0.0372 -0.0202
Si 0.0367 -0.0003 0.015
Si 0.019 -0.008 0.0302
Si -0.0089 -0.0121 0.0172
Si 0.0211 -0.0144 -0.0218
Si 0.0064 0.0102 -0.0096
Si -0.0194 -0.0166 0.0145
Si -0.0078 0.0067 0.0137
Si 0.0093 0.0199 0.0016
Si -0.0237 0.0023 0.0017
Si -0.0011 -0.0155 0.0145
Si 0.0134 0.0155 -0.0076
Si 0.0168 -0.017 0.0009
Si -0.0094 -0.011 -0.0051
Si 0.0131 -0.0018 -0.0211
Si 0.0154 0.0194 -0.029
Si 0.0159 -0.0066 -0.0004
Si 0.0152 0.0077 -0.0114
Si 0.0085 -0.0097 0.0066
Si -0.0004 -0.0052 0.0059
Si -0.0023 0.0023 -0.0074
Si 0.004 -0.0065 0.0032
Si -0.0065 0.0018 -0.0021
Si 0.0092 -0.026 0.0063
Si 0.0204 0.0062 0.0005
Si -0.0057 0.0131 -0.0044
Si 0.0221 -0.0087 -0.0029
Si 0.0086 0.0152 -0.0064
Si -0.0154 -0.0089 0.0111
Si 0.0041 0.0093 0.0008
Si -0.0223 -0.0137 -0.0068
Si 0.0005 -0.0182 0.0079
Si -0.0053 -0.0001 0.0108
Si -0.015 -0.0031 0.0069
Si 0.0229 0.005 -0.0096
Si 0.0136 -0.0169 0.0123
Si 0.0182 -0.0247 -0.009
Si -0.0258 0.0197 -0.0067
Si -0.004 0.0242 0.0025
Si 0.0372 -0.034 -0.0019
Si -0.0065 -0.0024 0.0054
Si -0.0136 0.0158 0.0285
Si 0.0226 -0.021 0.0041
Si -0.0117 0.0112 -0.0067
Si -0.0147 -0.0065 -0.0084
Si -0.0096 0.0042 0.0175
Si -0.0125 -0.007 0.0022
Si -0.0055 0.0104 0.0175
Si -0.0162 0.0075 -0.0048
Si 0.0064 -0.0027 -0.0082
Si -0.0085 0.0115 0.0081
Si 0.0102 -0.0268 0.0015
Si -0.0176 0.0132 -0.0018
Si -0.0104 -0.0083 -0.0068
Si 0.0023 0.0105 -0.0042
Si 0.0179 0.004 0.0008
Si -0.0064 -0.0197 0.0062
Si -0.0135 0.0101 -0.0048
Si 0.0015 -0.0069 0.0018
Si -0.0126 0.0241 -0.0002
Si 0.0026 -0.0091 0.0059
Si 0.0111 -0.0012 -0.0097
Si -0.0019 0.0043 -0.0006
Si 0.0186 -0.0065 -0.006
Si -0.0057 0.021 0.0044
Si 0.0129 -0.0138 -0.005
Si -0.0117 0.0069 0.0031
Si 0.0063 0.0078 0.0013
Si 0.0058 -0.0138 -0.0015
Si -0.0117 -0.0041 0.0032
Si 0.0054 -0.0057 -0.0074
Si 0.0021 -0.0032 0.0007
Si 0.014 -0.0279 0.0157
Si 0.0027 -0.0035 0.0026
Si 0.0021 0.0027 0.0032
Si -0.0227 0.0101 -0.0037
Si -0.0077 0.0171 -0.006
Si 0.0038 -0.0029 0.0089
Si -0.0122 0.0134 -0.0017
Si 0.023 0.0022 0.0015
Si -0.0168 -0.0059 -0.0079
Si -0.0022 0.0098 -0.002
Si 0.0039 -0.0163 0.01
Si 0.0027 0.004 0.0014
Si 0.0074 -0.011 -0.0048
Si -0.0201 0.0047 -0.0027
Si 0.0027 0.0153 0.0084
Si 0.0191 -0.0149 0.0036
Si 0.0044 -0.0022 -0.0059
Si -0.0307 -0.0016 0.0053
Si 0.007 -0.0159 0.0156
Si -0.0271 0.0019 0.0039
Si -0.0066 0.003 -0.0079
Si -0.0127 -0.0001 0.0087
Si -0.006 0.0148 -0.0032
Si -0.0026 0.0033 0.0011
Si -0.0063 -0.0143 0.0118
Si 0.0155 0.0125 0.006
Si 0.0089 -0.0031 -0.0098
Si 0.0081 0.0157 0.0009
Si -0.0138 -0.0113 -0.0079
Si -0.005 0.0049 0.009
Si 0.0091 0.0044 -0.0082
Si 0.0017 0.0129 -0.0042
Si 0.0033 -0.0016 -0.008
Si -0.0013 -0.009 -0.0178
Si 0.0168 0.0086 0.0121
Si -0.0047 -0.0018 -0.001
Si 0.0011 0.0076 -0.0056
Si -0.0037 0.0024 -0.008
Si -0.0084 -0.0172 -0.0038
Si 0.0118 0.0021 0.0116
Si 0.0204 0.0073 0.0151
Si 0.0007 -0.0221 -0.0122
Si -0.0002 -0.016 0.005
Si 0.012 0.0138 0.002
Si 0.0119 0.0141 -0.002
Si 0.0174 0.0023 0.0043
Si 0.0007 0.0052 -0.0092
Si 0.0064 0.0217 -0.0142
Si -0.0185 -0.0167 -0.0052
Si -0.0063 -0.0076 -0.0034
Si 0.0182 -0.012 0.0154
Si -0.0017 0.0216 -0.0061
Si -0.0214 -0.0016 -0.0021
Si 0.0143 -0.0317 -0.0051
Si -0.0072 -0.0205 0.0034
Si -0.006 0.0581 0.0155
Si 0.0082 0.006 -0.0205
Si 0.0188 0.0178 -0.0234
Si 0.0341 -0.0226 0.017
Si -0.0122 -0.007 -0.0065
Si 0.002 -0.0013 0.0031
Si 0.003 -0.0028 0.0248
Si -0.0123 -0.0163 -0.0012
Si -0.0048 -0.0131 -0.0226
Si -0.0241 0.0012 -0.0183
Si -0.0093 -0.0062 -0.0165
Si -0.0005 0.0065 -0.0073
Si 0.0107 -0.0117 -0.0054
Si 0.0072 -0.0027 -0.0099
Si 0.0009 -0.0016 -0.0286
Si -0.0045 0.0166 -0.0024
Si 0.0041 0.0067 -0.0013
Si -0.0112 -0.0245 0.0055
Si -0.0087 0.0091 -0.0093
Si 0.0045 -0.0109 0.0099
Si -0.002 0.0096 0.0088
Si -0.0212 0.006 -0.0121
Si -0.0147 -0.0446 0.0078
Si 0.019 -0.0159 0.0045
Si 0.023 -0.0066 0.0295
Si 0.0067 0.0214 0.0002
Si -0.0088 0.0129 -0.0036
Si -0.0121 0.0058 -0.0115
Si 0.0094 -0.0131 -0.0411
Si 0.0047 0.0068 0.0129
Si 0.0199 0.0061 0.0037
Si -0.0259 -0.019 0.0414
Si -0.0115 -0.0232 0.0118
Si 0.0122 0.0369 -0.0003
Si 0.0041 0.0262 0.014
Si 0.0316 0.0241 0.0249
Si 0.0552 0.0153 0.0075
Si 0.0105 -0.0163 -0.0019
Si -0.0458 -0.0011 -0.0074
Si -0.0378 0.0299 -0.0054
Si -0.0253 -0.005 0.0032
Si -0.004 -0.0046 0.0029
Si 0.0269 -0.0088 -0.0237
Si -0.0088 0.0135 -0.0324
Si 0.0003 0.0018 -0.0139
Si -0.0331 0.0241 -0.0114
Si 0.0048 0.0296 0.0221
Si 0.0183 -0.0423 -0.0198
Si 0.0101 0.0211 0.0017
Si -0.0279 -0.0111 0.0093
Si -0.0056 -0.001 -0.0001
Si 0.0089 -0.0211 0.0201
Si -0.0046 0.0072 0.0068
Si 0.0524 0.0181 -0.0039
Si 0.0135 -0.0298 0.0418
Si 0.0226 0.0261 -0.0006
Si 0.0255 0.0161 0.0059
Si 0.0252 0.0205 0.029
Si 0.0169 0.0255 -0.0214
Si -0.0194 0.0431 0.0079
Si 0.0298 -0.0149 0.0609
Si -0.0191 0.0029 -0.0032
Si 0.0036 -0.0213 0.001
Si 0.0243 -0.0004 -0.0069
Si 0.0212 -0.0213 0.0179
Si -0.0328 -0.0431 0.0136
Si -0.0267 -0.0078 0.0136
Si 0.0408 0.0039 -0.041
Si -0.0265 0.0227 0.0399
Si -0.0281 -0.0168 0.0023
Si 0.0234 -0.0226 -0.0142
Si -0.0288 0.0083 -0.0157
Si 0.0291 0.0047 0.0435
Si -0.0292 0.0113 -0.0302
Si 0.0232 -0.0218 -0.0073
Si 0.0423 -0.0313 0.0196
Si -0.0178 0.0216 0.021
Si -0.0128 -0.003 -0.0065
Si -0.0389 0.0047 0.0287
Si -0.042 0.0293 0.0577
Si 0.0226 -0.0542 -0.0181
Si 0.0238 0.0275 0.0016
Si -0.0057 -0.0451 0.004
Si -0.0183 0.0285 0.0473
Si 0.0032 0.0218 0.0372
Si 0.0107 0.0239 -0.0104
Si 0.018 -0.0524 -0.0052
Si 0.0107 -0.0169 -0.0547
Si 0.0455 -0.0088 -0.0325
Si -0.0369 -0.0048 -0.0093
Si -0.0304 -0.0053 0.0391
Si -0.0335 -0.0374 -0.0037
Si -0.0358 0.002 0.0246
Si -0.0033 0.0006 0.0018
Si -0.004 -0.0122 -0.0071
Si -0.2756 -0.1336 -0.4193
Si 0.0558 0.0038 -0.009
Si -0.0317 0.0063 0.024
Si 0.004 0.0071 -0.0316
Si -0.0456 -0.0006 -0.0157
Si -0.0281 0.0468 -0.0196
Si -0.042 -0.0399 0.0204
Si -0.0051 -0.0069 0.026
Si -0.0152 0.0095 0.0912
Si 0.0373 -0.0103 0.0143
Si 0.0407 -0.021 0.0034
Si -0.008 0.0021 0.1509
Si 0.0349 0.0166 0.0235
Si 0.0346 -0.0101 0.0154
Si 0.1527 -0.3434 -0.3646
Si -0.2459 0.22 -0.3953
Si -0.0035 0.0383 0.0427
Si 0.0446 -0.0063 -0.0086
Si 0.0211 -0.0384 0.0522
Si -0.0349 0.0446 0.0451
Si 0.0142 0.0285 0.0074
Si -0.0225 -0.0126 0.0485
Si -0.0479 0.0501 -0.0014
Si 0.0319 -0.0255 0.0571
Si 0.0081 -0.0077 0.0231
Si -0.0621 -0.0137 0.0896
Si 0.0207 -0.0123 -0.0065
Si -0.3063 0.3177 -0.4009
Si -0.0325 0.0018 0.0757
Si 0.0096 -0.008 0.0157
Si -0.0011 -0.0515 0.0744
Si 0.0038 -0.0068 -0.0635
Si 0.0521 0.0172 0.028
Si 0.03 0.0215 0.0613
Si 0.0478 -0.0288 -0.0301
Si 0.0158 -0.0285 0.009
Si -0.0314 -0.0618 0.0655
Si 0.0141 0.0342 0.0644
Si -0.1827 0.2538 -0.7511
Si 0.0206 -0.0118 0.0816
Si 0.0085 -0.0175 0.0621
Si -0.0475 0.0663 0.0699
Si 0.0715 -0.0011 -0.0097
Si 0.4339 0.2541 -0.4013
Si 0.0081 -0.0761 0.0148
Si -0.0688 -0.032 0.0714
Si -0.0335 -0.0237 0.0348
Si -0.2324 -0.4184 -0.4917
Si -0.1219 -0.0437 -0.6352
Si -0.1873 -0.325 -0.6514
Si 0.2454 0.0833 -0.6633
Si 0.0422 -0.2251 -0.0098
Si 0.0725 0.1002 -0.5642
Si -0.1984 0.0351 -0.5348
Si 0.0756 0.1785 -0.6676
Si 0.0879 0.0147 -0.6666
Si 0.0871 0.0705 0.0028
Si 0.048 -0.0463 0.0604
Si -0.1848 -0.1584 -0.4186
Si -0.2415 -0.0697 -0.6394
Si 0.2839 0.3546 -0.1164
Si -0.0042 -0.0135 -0.055
Si -0.0121 -0.0356 0.0454
Si -0.2719 -0.7483 -0.4238
Si -0.1229 -0.3092 -0.6574
Si 0.1889 0.0093 -0.7297
Si -0.2255 0.0133 -0.7071
Si -0.059 0.0215 0.0803
Si -0.1661 -0.1359 -0.5062
Si -0.0937 -0.0364 -0.6831
Si -0.3797 -0.1987 -0.5964
Si 0.1641 0.2913 -0.7168
Si -0.0777 -0.0751 -0.7103
Si -0.0463 0.2714 -0.6778
Si -0.0086 0.0185 -0.0919
Si -0.2996 0.2349 -0.5523
Si 0.2856 0.0466 -0.587
Si -0.2189 -0.3846 -0.3115
Si -0.081 0.2953 -0.4712
Si 0.0304 -0.15 0.0885
Si -0.2182 0.0489 -0.6822
Si -0.0399 0.0605 -0.0203
Si -0.0769 -0.0818 0.0211
Si -0.015 0.0274 0.0808
Si -0.4181 -0.1469 -0.5252
Si -0.09 0.0169 -0.0659
Si -0.0185 0.0185 -0.0595
Si 0.2655 -0.3877 -0.3775
Si 0.067 0.0772 -0.1237
Si -0.0205 0.1087 -0.043
Si -0.0762 -0.0593 -0.0799
Si 0.0457 0.0225 -0.0532
Si -0.0655 0.1082 0.0058
Si -0.0093 -0.0266 0.079
Si -0.0322 0.0742 0.0123
Si -0.0686 -0.0887 -0.035
Si -0.1382 0.0492 0.0051
Si 0.1124 0.0624 0.0046
Si -0.0207 -0.3211 -0.4593
Si 0.165 -0.0191 -0.0931
Si 0.1264 0.0733 0.6189
Si 0.0858 0.0142 0.0635
Si 0.0381 -0.0446 0.0285
Si 0.0581 -0.1635 0.0166
Si 0.0918 -0.022 -0.0783
Si 0.0049 0.0905 0.1503
Si 0.3073 0.0876 -0.6115
Si 0.0526 0.0469 0.1432
Si 0.0062 0.3509 0.5024
Si 0.06 0.0227 0.0448
Si 0.1601 0.0656 -0.4421
Si -0.1342 -0.1356 0.1716
Si 0.062 0.0912 0.6265
Si 0.4696 0.3384 -0.0443
Si 0.0187 -0.051 -0.1449
Si 0.0712 -0.1603 0.0498
Si -0.3668 -0.575 -0.2102
Si 0.0761 0.1059 -0.0948
Si 0.0414 0.0214 0.0229
Si -0.188 0.1212 0.4653
Si 0.0993 0.0647 0.002
Si 0.1047 -0.0416 0.0426
Si 0.1278 -0.0436 -0.1475
Si -0.0866 0.051 0.0235
Si -0.0144 0.0005 0.2442
Si -0.0893 -0.1339 0.0838
Si 0.0641 0.0853 0.1041
Si -0.0683 0.1267 -0.1123
Si -0.0814 0.0245 0.5153
Si -0.0713 0.0202 0.0946
Si -0.0858 0.0563 -0.0387
Si -0.0633 -0.0306 -0.0043
Si 0.0262 0.1039 0.0181
Si 0.0323 -0.0652 -0.1375
Si -0.0599 -0.0784 -0.0041
Si -0.0344 0.2896 -0.7236
Si -0.0343 -0.0114 0.0552
Si 0.0143 -0.0579 -0.0643
Si 0.1075 -0.0951 0.0551
Si 0.0482 0.0073 -0.152
Si 0.4963 0.0192 -0.4654
Si 0.0989 0.0451 -0.2543
Si -0.001 -0.1324 0.0918
Si -0.2553 0.2696 0.4218
Si 0.1344 -0.0827 0.0804
Si 0.1115 0.0732 0.0533
Si 0.0062 0.1169 -0.0673
Si 0.2374 -0.2838 0.4528
Si 0.0906 0.0023 -0.0245
Si -0.0675 -0.0454 0.0078
Si 0.1169 0.0407 0.0419
Si -0.057 -0.0457 0.011
Si 0.0572 0.0476 0.0027
Si -0.0201 -0.0975 0.0748
Si 0.0565 -0.0661 -0.0514
Si 0.0133 0.0335 -0.0734
Si -0.0554 -0.0056 0.0716
Si -0.1384 -0.124 0.0494
Si -0.1006 -0.0769 0.0493
Si 0.1626 0.2308 -0.4818
Si 0.0618 0.0118 -0.0264
Si 0.308 -0.0719 -0.6666
Si -0.0929 -0.0903 -0.0632
Si 0.0155 -0.0319 0.0508
Si -0.0348 0.0281 0.0498
Si 0.2362 -0.6769 -0.3107
Si -0.0379 -0.0364 -0.1156
Si -0.0348 -0.0739 0.0506
Si 0.0446 -0.0153 0.0792
Si -0.0351 0.0546 -0.0512
Si 0.3078 -0.1726 -0.4066
Si 0.0557 0.0636 0.0659
Si -0.3281 0.2554 0.4936
Si 0.1381 -0.2228 0.6281
Si -0.0271 -0.0513 -0.0651
Si -0.1095 -0.0394 -0.0152
Si -0.1582 -0.1378 -0.1244
Si 0.2406 0.2673 -0.5369
Si 0.108 -0.0272 0.208
Si 0.0112 0.1333 0.0007
Si -0.0572 -0.0433 -0.1623
Si -0.0586 0.0505 0.0309
Si 0.0923 -0.0583 -0.0679
Si -0.4309 0.1815 0.4677
Si -0.0496 0.2475 0.6642
Si -0.0186 -0.0729 0.0046
Si -0.0557 -0.0391 -0.0116
Si 0.0504 -0.0522 0.034
Si -0.1208 -0.0638 -0.0477
Si -0.0005 0.0851 -0.0628
Si -0.0151 0.0699 0.0306
Si 0.0066 0.0067 0.0009
Si 0.0116 0.0067 -0.0014
Si -0.0109 -0.019 -0.0047
Si -0.0128 0.0073 -0.0009
Si 0.0111 0.0079 0.002
Si -0.009 -0.0194 0.0093
Si -0.0066 0.0066 -0.001
Si -0.0075 -0.0201 -0.0109
Si 0.0082 0.0099 0.004
Si -0.017 -0.0093 -0.0058
Si 0.0162 0.0056 0.0013
Si 0.0131 0.0167 0.0047
Si 0.006 -0.0059 0.0029
Si -0.0032 -0.0012 -0.0107
Si 0.0154 0.016 -0.0002
Si -0.0014 0.0002 0.012
Si 0.0059 -0.0098 -0.0022
Si -0.0229 -0.0222 -0.0019
Si 0.0027 0.0021 -0.0047
Si 0.0062 0.0091 0.004
Si 0.0012 0.0037 0.0075
Si -0.0064 -0.0099 0.0127
Si -0.016 0.0128 0.0009
Si 0.021 0.0284 0.0006
Si 0.001 -0.0102 0.0168
Si 0.0018 -0.0079 -0.0011
Si 0.0113 -0.0012 0
Si 0.0017 0.0135 0.0057
Si -0.0033 -0.0245 -0.0122
Si 0.0024 -0.0093 -0.0079
Si 0.0152 0.0078 0.0015
Si -0.0026 -0.0031 0.0083
Si 0.0034 0.0109 0.0014
Si -0.0021 0.0007 0.0005
Si -0.0185 -0.0019 -0.0051
Si -0.0081 -0.0033 0.0036
Si -0.0057 -0.0018 -0.0068
Si 0.0019 0.0065 -0.001
Si 0.0038 -0.0045 0.0038
Si -0.0024 0.0041 -0.003
Si -0.0069 0.0046 -0.0045
Si -0.0041 -0.0022 0.0028
Si 0.0119 -0.0055 -0.0019
Si -0.0044 0.0041 0.0042
Si -0.0008 -0.0125 -0.0016
Si -0.001 -0.006 0.0043
Si -0.0003 0.0026 0.0002
Si -0.0015 0.007 0.0019
Si -0.0099 -0.0043 -0.0021
Si -0.0085 0.0031 0.003
Si 0.0019 0.0066 0.0057
Si -0.0004 0.0057 0.0146
Si 0.0096 0.0034 0.0026
Si -0.0004 0.0027 -0.0004
Si 0.0098 0.0021 0.0004
Si 0.0071 -0.0221 0.0033
Si 0.0091 -0.0036 -0.0093
Si 0.0077 -0.0039 0.0011
Si -0.0091 -0.0106 0.0011
Si 0.0079 -0.0022 0
Si -0.0102 0.0192 0.0085
Si -0.0191 0.0027 -0.0007
Si 0.004 -0.0021 0.0007
Si -0.0002 0.0088 0.0015
Si 0.0084 -0.0033 0.0006
Si -0.0003 0.0121 -0.0024
Si 0.0016 -0.0044 -0.0068
Si -0.0099 -0.0002 -0.0061
Si -0.0075 0.0043 -0.0013
Si 0.0057 0.0035 0.0036
Si 0.0045 -0.0022 0.0027
Si 0.0073 -0.008 -0.0014
Si 0.0081 -0.0054 0.0006
Si 0.0015 -0.0053 -0.0008
Si -0.0061 0.0045 0.0037
Si -0.0021 -0.0046 -0.0022
Si -0.0062 0.0067 -0.0033
Si -0.0037 0.0044 0.0027
Si -0.0013 -0.0049 0.002
Si 0.0118 -0.0046 -0.0034
Si 0.0031 0.0025 0.0027
Si -0.0047 -0.0056 0.0016
Si 0.007 0.0084 -0.0047
Si -0.0012 0.0031 -0.0051
Si -0.0023 0.0068 -0.0023
Si -0.0069 -0.001 -0.0034
Si 0.0001 -0.0023 0.0008
Si -0.0039 0.0016 0.0002
Si 0.0006 -0.0145 -0.0026
Si 0.0043 0.005 -0.0056
Si 0.0008 0.0055 0.0001
Si 0.0099 -0.0093 0.013
Si -0.0067 0.0071 -0.0024
Si -0.0037 0.0041 0.0044
Si 0.0076 0.0042 -0.0021
Si 0.0073 -0.0008 0
Si -0.0069 0.0007 -0.0023
Si -0.003 -0.0016 -0.0046
Si 0.0112 -0.0023 0.0073
Si 0.0019 -0.0001 -0.0017
Si 0.003 0.0048 0.0046
Si -0.01 -0.0124 -0.0021
Si -0.007 -0.0043 -0.0017
Si 0.0003 0.0087 -0.0008
Si 0.0029 -0.0101 -0.0024
Si -0.0071 -0.0049 -0.0004
Si -0.0036 0.0072 0.0037
Si 0.0007 -0.0022 0.0058
Si -0.0038 0.0029 -0.0018
Si -0.0007 0.0045 -0.0008
Si 0.0036 -0.0104 0.0013
Si -0.0028 0.0038 -0.0028
Si -0.0016 0.0053 -0.0029
Si 0.0066 0.0039 0.0005
Si -0.002 0.0024 -0.0033
Si -0.0023 -0.0015 0.0023
Si 0.0005 -0.0025 0.0009
Si -0.0008 0.0117 0.0012
Si 0.0047 0.0015 0.0026
Si 0.004 -0.0027 -0.0021
Si -0.0014 -0.0102 0
Si 0.0072 -0.0088 -0.0006
Si 0.0007 0.0049 0.0008
Si 0.0023 -0.0067 -0.0011
Si -0.0026 0.0014 -0.0006
Si -0.0026 -0.0062 -0.0011
Si 0.0023 0.0081 0.0015
Si -0.007 0.0002 -0.0005
Si 0.0091 -0.0035 -0.0002
Si 0.0056 -0.0023 0.0005
Si -0.0016 -0.0002 -0.0014
Si 0.006 0.003 0.0036
Si -0.0044 -0.0005 -0.0015
Si -0.0036 0.0037 -0.0051
Si -0.0036 -0.0009 -0.0018
Si -0.0007 0.0019 0.0035
Si 0.0056 -0.0009 0.0066
Si -0.0041 0.0095 -0.0019
Si 0.0013 -0.0093 -0.0009
Si 0.008 -0.0034 0.004
Si -0.0056 0.0065 0.003
Si -0.0046 -0.0034 -0.0019
Si -0.0008 -0.0051 0.0031
Si -0.009 0.0043 0.0022
Si -0.0002 -0.0017 0.0001
Si -0.0036 -0.0034 0.0031
Si -0.0012 0.0076 -0.0019
Si -0.0001 0.002 -0.0033
Si 0.0059 0.0023 0.0009
Si 0.0003 -0.0073 -0.0022
Si 0.0069 -0.0029 -0.0015
Si -0.0005 0.0057 0.0006
Si 0.0014 -0.0003 -0.0042
Si -0.0012 -0.0107 -0.0008
Si -0.001 -0.0018 0.0013
Si 0.0027 -0.0019 -0.0064
Si -0.0038 0.0034 -0.0036
Si -0.005 0.0003 -0.0013
Si -0.0042 -0.0025 0.0004
Si -0.0004 -0.0034 -0.0041
Si 0.0065 0.0041 -0.005
Si 0.0008 0.0153 -0.0015
Si -0.0058 -0.0067 0.0033
Si 0.0064 -0.0031 0.0049
Si 0.0026 0.0038 -0.0007
Si 0.0069 0.0008 -0.0028
Si 0.0029 0.0038 -0.0024
Si -0.0049 0.0005 0.0009
Si 0.0049 0.0031 0.0024
Si 0.002 -0.0049 0.0006
Si 0.0096 0.0024 0.0018
Si -0.0018 0.0025 0.0021
Si -0.0009 0.0009 -0.0001
Si -0.0046 0.0003 -0.0005
Si -0.0059 0.0006 0.0013
Si -0.0087 -0.0077 0.0011
Si -0.0004 -0.005 0.0009
Si -0.0046 0.0067 0.0026
Si -0.0044 0.0012 0.0029
Si 0.0062 -0.002 0.0068
Si 0 0.0026 -0.0008
Si -0.0003 -0.0001 0.0017
Si 0.0048 0.0036 0.0051
Si -0.0011 -0.0036 0.0014
Si -0.0061 -0.0017 -0.0006
Si -0.0012 0.0072 0.0006
Si 0.0006 0.0041 -0.0035
Si -0.0008 -0.0008 -0.0006
Si 0.0013 0.0001 0.001
Si -0.0061 0.0072 -0.0012
Si 0.0021 -0.0028 0.0042
Si 0.0043 0.0039 0.0028
Si 0.0005 -0.0058 0.0014
Si 0.0018 -0.0091 0.0029
Si -0.0012 0.0033 0.0004
Si 0.0056 0.0015 -0.0035
Si 0.002 0.0031 0.0007
Si -0.0046 -0.0053 0.0019
Si 0 -0.005 0.0009
Si -0.0005 -0.0039 0.0003
Si 0.0007 -0.0003 0.0007
Si 0.0052 0.0067 0.0035
Si 0.0025 0.0049 -0.0023
Si -0.0014 -0.0042 0.0008
Si 0.0032 -0.0011 -0.0019
Si 0.0009 0.0014 -0.0069
Si 0.0025 0.0032 -0.0019
Si 0.0033 -0.001 -0.0025
Si 0.0046 -0.0031 0.0053
Si 0.0044 0.0077 0.003
Si 0.0022 0.0019 -0.0016
Si 0.0027 -0.0022 0.0026
Si -0.0052 0.0001 -0.0071
Si -0.0105 -0.0004 -0.0016
Si -0.0051 -0.0024 0.003
Si -0.0066 0.0002 0.001
Si -0.0032 -0.007 -0.0034
Si 0.0015 -0.005 -0.0038
Si 0.0019 -0.0129 0.0048
Si -0.001 0.0077 0.0025
Si -0.0022 0.008 -0.0006
Si 0.0023 0.001 -0.0031
Si -0.004 0.0028 0.0003
Si -0.0039 0.0029 0.0002
Si 0.0021 0.0019 -0.0024
Si 0.0008 -0.0013 -0.0036
Si 0.006 -0.0082 -0.0029
Si -0.0008 -0.0048 0.0038
Si 0.0076 0.007 -0.0014
Si -0.0053 -0.0042 0.0007
Si -0.004 0.008 -0.0004
Si -0.0023 0.005 -0.0001
Si -0.0006 -0.0027 0.0015
Si 0.0092 -0.0052 -0.0015
Si -0.0094 0.0148 -0.0036
Si 0.0001 -0.0032 0.0101
Si 0.006 -0.0042 0.0072
Si 0.0102 -0.0037 0.0052
Si -0.0039 -0.0061 0.0024
Si -0.0035 0.0106 0.0017
Si 0.002 0.0024 0.0041
Si -0.0073 0.0039 0.0089
Si 0.0152 -0.0069 0.0063
Si 0.0046 -0.0007 -0.0054
Si 0.0067 0.0056 -0.0018
Si 0.0015 -0.001 0.0037
Si -0.0099 0.0033 0.0075
Si 0.0036 -0.0089 0.0002
Si -0.0108 0.0031 -0.0042
Si -0.0103 0.0074 0.0042
Si 0.0084 -0.0013 0.0005
Si 0.0028 0.0021 0.0053
Si 0.0082 0.0048 -0.0014
Si 0.0039 -0.0088 -0.0017
Si -0.0061 0.0048 0.0037
Si 0.0014 0.0018 -0.0002
Si 0.0016 0 0.0032
Si -0.0025 -0.0012 0.005
Si -0.001 -0.0104 0.0026
Si -0.0007 -0.0041 0.0019
Si -0.005 0.0061 -0.003
Si -0.0025 -0.0026 0.0011
Si -0.0067 -0.0051 0.0025
Si 0.0054 -0.0007 0.0056
Si -0.0078 -0.0022 -0.0001
Si -0.005 -0.001 0.0018
Si 0.0013 -0.0004 0.0026
Si 0.0068 0.0027 -0.0001
Si 0.014 0.0139 0.0015
Si -0.0009 0.0057 -0.0025
Si -0.0047 -0.0238 -0.0071
Si -0.0035 0.0035 -0.0059
Si -0.0009 0.0112 0.0049
Si 0.0048 0.0017 0.0078
Si 0.0105 0.0091 0.0104
Si 0.0061 -0.0039 0.0009
Si 0.0044 -0.003 -0.0067
Si 0.0083 0.0021 -0.001
Si 0.0039 -0.0029 -0.0064
Si -0.0071 -0.003 -0.0025
Si 0.0054 0.0025 0.0036
Si 0.0043 0.01 -0.0034
Si 0.0048 0.0081 0.0008
Si 0.0016 0.0047 -0.0043
Si -0.0051 -0.0032 -0.0032
Si 0.0033 0.0066 0.0013
Si -0.0266 -0.007 -0.0008
Si 0.0003 -0.0006 -0.0006
O 0.0305 -0.4735 -0.0965
O 0.366 -0.1851 -0.3671
O 0.2378 -0.6012 0.1693
O -0.2249 0.2256 0.4533
O -0.0365 -0.5553 0.05
O -0.2793 0.0664 -0.2329
O -0.107 -0.0031 0.772
O 0.2469 0.3633 -0.3986
O 0.1682 0.1239 -0.4492
O 0.2729 -0.2322 0.0597
O 0.451 0.1972 -0.3225
O -0.511 0.1159 -0.0234
O 0.1856 0.112 0.1657
O 0.2952 0.4816 0.1938
O 0.3615 0.4721 0.4504
O -0.0814 -0.0786 0.0339
O -0.0027 0.0562 0.1897
O 0.0528 0.5294 0.1737
O 0.7006 -0.0273 0.1367
O 0.2069 0.2272 -0.1195
O 0.397 0.0787 0.0001
O 0.1563 -0.1451 0.0987
O -0.0999 -0.2112 0.5349
O -0.2875 -0.2008 -0.7707
O 0.1492 -0.1055 0.1462
O -0.1997 -0.0873 -0.3023
O 0.3733 -0.0221 0.7125
O 0.3017 -0.0059 0.3372
O 0.1254 0.0421 -0.2047
O 0.1925 -0.0537 -0.0504
O 0.2918 0.0917 0.1005
O 0.1245 -0.0614 0.148
O 0.3677 0.499 -0.1625
O -0.0796 -0.3347 0.034
O 0.0684 -0.3146 -0.1042
O 0.3981 -0.4017 0.1917
O -0.2399 0.1182 0.3677
O 0.0884 0.0161 0.0239
O -0.1697 -0.0437 0.1673
O -0.2348 -0.599 0.0495
O 0.272 -0.1903 0.3861
O 0.1733 -0.1055 0.2194
O -0.4145 0.1009 -0.1826
O -0.1886 0.0098 0.3586
O -0.3669 0.227 0.269
O 0.1438 0.1324 0.1556
O 0.319 0.3753 -0.4236
O -0.6095 -0.1438 -0.5156
O -0.094 -0.1241 0.3329
O -0.2272 0.1104 0.0155
O 0.1624 0.1391 -0.5936
O -0.3799 -0.0427 0.1002
O -0.1405 -0.1739 -0.3965
O -0.1055 -0.091 0.4596
O 0.1258 -0.5132 -0.1678
O -0.1686 -0.0892 0.2093
O -0.158 0.4562 -0.2319
O -0.1052 0.0111 -0.4195
O 0.6156 -0.1886 0.0334
O -0.3756 0.6052 0.0254
O 0.5532 -0.3646 0.1418
O 0.1504 0.1107 -0.1401
O -0.0045 -0.4529 -0.4023
O -0.068 -0.1688 -0.5276
O -0.4808 0.3528 -0.0726
O -0.6973 -0.2911 -0.0785
O -0.0099 0.5179 0.4942
O 0.2066 0.1948 -0.1407
O -0.3924 -0.4712 0.2351
O 0.1827 0.1148 -0.4783
O 0.4643 0.1407 -0.2302
O -0.3548 -0.0958 -0.3168
O 0.128 0.0517 0.1068
O 0.024 -0.174 -0.0182
O -0.5582 -0.2598 -0.2948
O 0.0121 0.1918 0.1407
O -0.2096 -0.4216 -0.4432
O -0.1421 0.1472 0.2301
O -0.3534 0.1985 -0.2408
O -0.1013 0.1291 0.1617
O 0.1295 0.4491 0.0689
O -0.059 -0.6152 0.3253
O -0.0504 -0.5456 -0.2723
O 0.0406 -0.2252 -0.5726
O -0.1879 0.1569 -0.3639
O 0.0342 0.2324 0.7015
O 0.1908 -0.4338 -0.3205
O -0.3377 0.5964 -0.0783
O 0.1417 0.2532 -0.451
O -0.1098 -0.2899 0.4694
O 0.5956 -0.1741 0.3209
O 0.3554 -0.2392 0.1462
O -0.3829 0.0727 0.0875
O -0.0814 -0.125 0.2806
O -0.1892 0.1297 -0.3452
O -0.0284 -0.5819 -0.1936
O 0.1283 -0.2783 0.1007
O -0.2319 -0.3558 0.4214
O 0.0397 0.2256 -0.2743
O 0.2598 0.3258 -0.1594
O -0.0432 0.3736 -0.0809
O -0.1352 -0.2265 0.1257
O 0.3214 -0.2248 0.291
O -0.1272 0.1477 -0.5376
O 0.0166 0.169 -0.7017
O -0.3163 0.01 0.0865
O -0.071 0.5488 0.3012
O -0.0425 0.1684 -0.6119
O 0.1062 0.164 -0.3603
O -0.0808 0.519 0.0879
O -0.3129 -0.1841 0.2276
O -0.4655 -0.3958 0.0275
O -0.5892 0.0448 0.0645
O 0.4813 0.3887 -0.4251
O 0.1752 0.0417 0.2866
O -0.1821 -0.2813 0.1295
O -0.2487 -0.0473 0.0348
O -0.2189 -0.3722 0.0804
O 0.103 -0.554 -0.1834
O -0.3603 0.3763 0.3693
O 0.1377 -0.2053 -0.5278
O -0.1399 -0.3153 -0.1382
O 0.4914 -0.1898 0.5272
O 0.2984 -0.1682 0.3033
O -0.1191 -0.1199 0.3267
O 0.1618 -0.5149 0.0583
O -0.2106 0.1532 0.1004
O -0.0132 0.1326 -0.1635
O -0.2118 0.3629 -0.4169
O 0.1892 -0.5731 -0.492
O 0.0051 0.0194 0.519
O -0.4988 0.0636 0.1862
O -0.2014 0.0449 -0.1603
O 0.0827 0.2346 -0.241
O -0.1718 0.4636 0.1196
O 0.1135 0.0081 -0.0962
O 0.0014 0.1517 -0.257
O 0.0002 -0.62 -0.0907
O -0.2448 0.2703 0.2853
O 0.3485 -0.0184 -0.1431
O -0.3128 0.225 0.2494
O -0.4816 0.0066 -0.1456
O 0.0932 -0.2843 0.2042
O -0.2703 0.2306 0.0624
O 0.1196 0.1185 0.0107
O 0.2161 -0.0621 0.2299
O -0.1079 0.0664 -0.4398
O 0.1793 -0.5062 -0.2321
O 0.2711 0.0479 0.4309
O -0.3001 0.176 -0.1946
O -0.2671 0.1461 -0.088
O -0.0391 -0.1111 -0.283
O -0.1736 0.1416 -0.1735
O -0.3215 -0.7074 0.223
O -0.2933 -0.0627 -0.4066
O 0.3515 0.0583 -0.5518
O -0.0828 -0.0904 -0.5561
O 0.3101 -0.311 -0.0877
O 0.2387 0.1025 -0.376
O -0.1144 0.1722 -0.039
O 0.0684 0.0174 0.5946
O -0.3912 0.0947 -0.2657
O -0.5888 0.4292 -0.0385
O 0.1189 0.5491 0.2478
O -0.1759 -0.388 0.2209
O 0.5025 -0.2887 -0.0914
O 0.1069 -0.4809 0.189
O -0.2079 -0.3314 0.3623
O -0.0354 0.2269 -0.6012
O 0.0808 0.1319 0.006
O -0.0762 0.043 0.0987
O 0.0738 -0.4716 -0.2011
O 0.4554 0.2832 0.5859
O 0.164 0.2837 -0.1448
O 0.268 0.2862 0.5123
O -0.0282 0.2834 -0.1808
O 0.458 -0.2483 0.0301
O 0.2304 -0.1097 0.5453
O 0.5195 -0.203 -0.4549
O -0.0345 0.2086 0.1508
O -0.1619 -0.1705 -0.5567
O -0.4901 -0.1997 0.5893
O -0.39 0.2486 0.2584
O -0.0043 -0.3558 0.3563
O 0.436 -0.0152 0.4251
O 0.0543 0.1851 0.3535
O -0.3603 0.5313 0.0048
O -0.103 -0.1182 -0.1076
O -0.1591 -0.4103 0.3683
O 0.1128 -0.2346 -0.0717
O -0.5308 -0.0127 0.4473
O 0.0961 0.3511 0.2288
O -0.1026 -0.4513 -0.0574
O -0.2882 0.3987 0.1606
O 0.0041 -0.1904 -0.1804
O 0.5659 0.0796 0.3028
O 0.2798 0.1153 0.3302
O -0.1723 -0.1712 0.033
O 0.0058 -0.2639 -0.1779
O 0.3518 0.3407 -0.5215
O 0.1852 -0.0816 -0.1668
O -0.0626 -0.1486 -0.0293
O -0.107 -0.3625 0.2943
O 0.447 -0.3931 -0.1654
O -0.2808 0.2482 -0.3841
O 0.0745 -0.7161 -0.2922
O 0.0868 -0.0106 -0.2686
O 0.7784 -0.0218 -0.2669
O -0.0747 0.0894 -0.344
O 0.5356 -0.2137 0.2371
O 0.2961 -0.1044 -0.1148
O 0.0206 0.1357 -0.2627
O -0.3198 -0.3184 0.1228
O -0.1577 -0.278 0.5285
O 0.044 -0.2244 0.3456
O 0.531 0.1068 0.3929
O 0.2007 0.3507 0.3216
O 0.0107 0.0428 0.4432
O 0.4462 0.305 0.0582
O -0.0545 0.6683 0.3168
O 0.0821 0.1394 0.0142
O 0.3453 0.1997 -0.1514
O 0.3014 0.5368 0.2008
O 0.417 0.1524 -0.1693
O 0.0786 0.1591 0.0996
O -0.1783 0.5146 0.0282
O 0.0696 0.4161 -0.0646
O 0.1977 0.4621 0.3807
O -0.1345 -0.4315 0.2305
O 0.0443 0.182 0.1123
O 0.0071 0.0663 -0.2779
O 0.1453 -0.3912 0.3264
O -0.0383 0.5613 0.0702
O 0.2811 0.3211 0.0205
O 0.2962 0.5065 0.0272
O -0.4029 -0.0024 0.041
O 0.2751 -0.301 -0.3932
O -0.1519 -0.1871 0.5281
O -0.408 0.1315 0.259
O 0.0025 -0.2492 0.1735
O -0.3466 -0.0083 -0.2401
O -0.1489 -0.0283 -0.3935
O -0.5295 -0.1492 0.0353
O -0.5629 -0.5843 -0.1516
O 0.4004 0.1268 -0.6657
O 0.1765 0.2444 -0.048
O -0.2279 -0.1817 0.5166
O 0.0288 -0.1327 -0.4694
O 0.1582 0.1995 -0.4867
O -0.2545 0.5455 0.102
O -0.1162 -0.4471 -0.647
O -0.3649 -0.4004 -0.2316
O 0.1281 0.2748 0.0299
O -0.3841 0.1142 0.1066
O 0.1458 0.0006 0.4627
O -0.2825 0.4368 0.122
O 0.5504 -0.1267 -0.6164
O -0.3662 0.1225 0.3637
O -0.1587 -0.1431 -0.1226
O -0.4094 0.1534 0.4399
O 0.2517 0.2453 0.4117
O 0.127 -0.0752 -0.2045
O 0.2999 0.1025 -0.3949
O 0.3807 0.6044 0.2362
O -0.0433 0.2013 -0.1702
O -0.4538 0.1362 0.1075
O 0.3948 0.1286 -0.2964
